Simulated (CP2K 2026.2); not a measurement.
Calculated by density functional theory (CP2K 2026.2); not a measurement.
Periodic cell of 517 atoms, Si360O157, from a study of silicon, its oxide and their interface. The atomic structure is a simulated model.
Doubt: the forces sum to 2.74 eV/angstrom along one axis rather than to zero, so they err by at least 0.0053 eV/angstrom per atom on average; the grid cutoff is modest.

Settings: functional PBE; method Gaussian and plane waves; basis set DZVP-MOLOPT-SR-GTH; pseudopotentials GTH-PBE; grid cutoff 300 Ry, relative cutoff 40 Ry; k points Gamma only; occupations fixed; spin none; net charge 0.

Cell vectors (angstrom)
a 16.32 0 0
b 0 16.32 0
c 5.4654 5.9089 34.5145

Atoms and the computed forces on them: element, x, y, z (angstrom), force x, y, z (eV/angstrom)
Si -1.86 -0.807 1.535 -0.069 0.059 0.023
Si 0.925 1.879 1.442 -0.004 0.03 -0.038
Si -0.78 3.621 1.417 0.087 -0.26 0.565
Si 1.198 6.821 1.327 0.262 -0.112 0.752
Si -1.221 8.867 0.878 -0.47 -0.263 0.347
Si 1.983 -4.598 1.461 0.092 -0.076 0.037
Si 4.461 -1.79 1.535 0.039 -0.002 -0.024
Si 6.237 1.872 1.552 -0.004 -0.074 0.021
Si 4.512 3.578 1.611 -0.033 -0.016 0.047
Si 7.324 6.364 1.701 0.014 -0.037 -0.007
Si 3.701 9.912 1.501 -0.356 0.259 0.484
Si -10.165 -3.55 1.418 -0.055 0.254 0.566
Si -6.339 -1.887 1.466 -0.016 0.028 -0.011
Si -3.57 0.897 1.44 0.166 -0.205 0.618
Si -7.379 4.583 1.638 -0.129 0.159 0.6
Si -4.723 7.312 1.426 -0.008 0.028 -0.036
Si -6.33 -7.251 1.609 0.02 -0.016 0.042
Si -4.564 -3.556 1.439 0.048 -0.012 0.047
Si -0.041 0.11 2.697 0.064 -0.048 -0.05
Si 2.69 2.7 2.806 -0.011 -0.011 -0.023
Si 0.07 5.347 2.759 -0.017 0.012 -0.03
Si 2.666 8.144 2.667 -0.027 -0.017 -0.018
Si 0.143 -5.376 2.676 0.324 0.259 0.486
Si 2.809 -2.834 2.812 0.023 -0.013 0.047
Si 5.403 0.002 2.736 -0.018 -0.007 -0.041
Si -8.285 2.766 2.787 -0.004 0.026 -0.074
Si 5.487 5.379 2.781 0.05 0.024 -0.034
Si -8.05 8.124 2.916 0.029 -0.035 -0.048
Si 5.365 -5.341 2.766 0.009 -0.017 -0.014
Si -8.219 -2.751 2.632 -0.068 -0.005 -0.029
Si -5.387 -0.058 2.646 0.007 0.012 -0.081
Si -2.616 2.69 2.644 -0.01 0.01 -0.078
Si -5.54 5.526 2.747 -0.019 -0.036 -0.047
Si -2.783 8.109 2.506 0.037 -0.018 -0.008
Si -5.398 -5.398 2.707 0.014 0.016 -0.014
Si -2.814 -2.607 2.737 0.024 0.028 -0.01
Si -1.339 1.409 4.169 0.026 -0.038 -0.05
Si 1.44 4.116 4.191 0.012 -0.016 -0.029
Si -1.437 6.739 3.958 0.034 0.02 -0.006
Si 1.286 9.435 4.101 0.019 0.067 -0.104
Si -1.325 -4.007 3.964 0.013 -0.049 -0.027
Si 1.345 -1.365 3.972 0.009 0.005 -0.004
Si 3.99 1.266 4.135 0.014 0.009 -0.013
Si 6.77 4.075 4.26 -0.012 0.044 -0.048
Si 4.086 6.816 4.021 -0.043 -0.011 -0.026
Si 6.794 -6.76 4.041 -0.041 0.041 0.013
Si 4.079 -4.106 4.28 -0.036 -0.013 0.003
Si -9.463 -1.314 4.062 -0.009 -0.029 -0.043
Si -6.8 1.346 3.96 0 -0.052 -0.014
Si -4.07 4.084 3.932 0.041 0.02 -0.007
Si -6.742 6.806 4.31 -0.01 0.019 -0.062
Si -3.928 -6.721 4.003 -0.031 -0.021 -0.062
Si -6.897 -4.14 4.048 0.018 -0.006 -0.048
Si -4.126 -1.332 4.189 0.025 0.017 -0.051
Si -2.724 0.03 5.489 -0.002 0.012 0.002
Si 0.035 2.751 5.502 -0.006 -0.006 -0.014
Si -2.748 5.411 5.378 0.007 0.009 0.018
Si -0.087 8.086 5.409 -0.012 -0.018 -0.026
Si -2.628 -5.388 5.392 0.011 0.031 0.037
Si -0.006 -2.686 5.383 0.005 0.022 0.03
Si 2.66 -0.074 5.466 -0.01 -0.043 0.05
Si 5.373 2.664 5.488 0.003 0.009 -0.026
Si 2.776 5.495 5.486 0.003 0.015 0.014
Si 5.439 -8.145 5.396 0.001 -0.018 0.015
Si 2.66 -5.511 5.492 0.002 0.004 -0.046
Si 5.493 -2.683 5.477 0.005 -0.001 -0.033
Si -8.116 0.021 5.423 0.002 0.016 0.016
Si -5.432 2.72 5.326 -0.023 0.018 0.014
Si -8.154 5.432 5.57 -0.005 0 0.017
Si -5.312 8.243 5.45 0.027 -0.025 -0.032
Si -8.182 -5.461 5.47 0 -0.019 0.03
Si -5.514 -2.755 5.426 -0.01 0.035 -0.027
Si -1.355 -1.356 6.797 0.037 -0.029 0.007
Si 1.353 1.338 6.828 0.03 -0.027 0.013
Si -1.374 4.104 6.796 -0.005 0.016 0.011
Si 1.333 6.805 6.798 -0.002 -0.011 0.001
Si -1.353 9.52 6.783 -0.012 0.002 0.003
Si 1.324 -4.077 6.785 -0.014 0.039 -0.016
Si 4.08 -1.376 6.822 -0.025 0.023 0.01
Si 6.805 1.341 6.798 0.002 -0.013 0.007
Si 4.078 4.079 6.838 0 0.001 0.006
Si -9.541 6.83 6.822 -0.018 0.027 0.006
Si 4.07 -6.835 6.814 -0.007 -0.008 -0.01
Si 6.815 -4.072 6.83 0.004 -0.006 0.005
Si -6.81 -1.366 6.806 -0.002 -0.004 0.012
Si -4.105 1.399 6.786 -0.007 0.008 -0.003
Si -6.759 4.034 6.805 0.012 -0.014 -0.008
Si -4.035 6.805 6.79 0.007 -0.003 0.005
Si -6.762 -6.791 6.797 -0.022 0.007 0.006
Si -4.077 -4.087 6.748 0.015 -0.008 -0.007
Si -0.007 -0.011 8.178 -0.01 0.009 0.009
Si 2.713 2.712 8.176 -0.007 -0.002 0.015
Si -0.01 5.445 8.167 0.018 -0.005 0.005
Si 2.7 -8.173 8.173 -0.01 0.007 -0.002
Si -0.011 -5.441 8.16 0.016 -0.005 0.003
Si 2.71 -2.742 8.157 0.019 -0.018 0.008
Si 5.442 -0.004 8.168 -0.001 -0.007 0.009
Si -8.15 2.698 8.158 0.001 0.003 0.009
Si -10.877 5.443 8.179 -0.002 0 0.022
Si 8.176 -8.147 8.153 0.014 -0.012 0.02
Si 5.43 -5.444 8.155 -0.01 0.021 -0.006
Si 8.164 -2.713 8.187 -0.006 0.003 0.012
Si -5.444 0.007 8.147 0.003 -0.005 0.007
Si -2.733 2.74 8.153 0 0.001 0.009
Si -5.416 5.438 8.14 -0.001 0.014 0.004
Si -2.701 8.165 8.162 0.011 -0.007 0.011
Si -5.418 -5.427 8.153 -0.003 0.009 0.007
Si -2.728 -2.728 8.132 -0.019 0.018 0.002
Si -1.347 1.378 14.948 -0.011 0.011 0.003
Si 1.382 4.071 15.006 0.01 -0.007 0.009
Si -1.346 6.774 14.947 -0.008 0.006 -0.018
Si 1.372 -6.819 14.967 -0.015 0.01 -0.008
Si -1.356 -4.056 14.954 0.021 -0.021 -0.002
Si 1.369 -1.321 14.952 0.01 -0.006 -0.003
Si 4.075 1.378 15.007 0.011 -0.004 -0.001
Si -9.53 4.079 14.962 -0.003 -0.004 -0.007
Si 4.061 -9.529 14.959 0.004 0.006 -0.002
Si 6.78 -6.818 14.935 0.004 -0.016 0.006
Si 4.096 -4.081 14.933 -0.029 0 -0.006
Si 6.796 -1.348 14.969 -0.014 0.022 0.005
Si -6.782 1.353 14.956 0.014 -0.015 -0.011
Si -4.062 4.074 14.941 -0.001 0.005 -0.007
Si -6.827 6.778 14.959 -0.002 -0.004 -0.014
Si -4.113 9.51 14.945 -0.002 0.008 -0.008
Si -6.818 -4.096 14.931 0.005 -0.011 0
Si -4.062 -1.335 14.962 -0.019 0.015 -0.001
Si -2.685 0.033 16.327 0.007 -0.031 -0.014
Si -0.015 2.724 16.352 -0.002 -0.02 -0.007
Si -2.688 5.406 16.309 0.01 -0.002 -0.019
Si 0.025 8.103 16.314 0.006 0.02 0.001
Si -2.737 -5.438 16.266 -0.012 0.004 -0.009
Si -0.011 -2.649 16.299 -0.02 0.02 -0.006
Si 2.705 0.021 16.366 -0.029 -0.03 0.001
Si 5.448 2.745 16.364 -0.005 0.005 -0.013
Si 2.767 5.417 16.373 0.007 0.004 0.028
Si 5.391 -8.145 16.303 -0.008 0.023 0.014
Si 2.766 -5.456 16.295 0.026 -0.014 0.004
Si 5.419 -2.71 16.314 0.008 0.006 0.005
Si -8.149 0.011 16.323 0.031 -0.003 0.019
Si -5.427 2.732 16.297 -0.034 0.001 0.014
Si -8.181 5.417 16.338 0.023 -0.012 -0.004
Si -5.471 8.135 16.31 0.001 0.003 -0.004
Si -8.19 -5.458 16.286 0.012 0.026 -0.011
Si -5.447 -2.726 16.261 0 0.008 -0.02
Si -1.339 -1.302 17.738 0.021 0.02 -0.006
Si 1.277 1.327 17.737 0.004 -0.018 -0.009
Si -1.304 4.128 17.739 0.036 0.045 0.015
Si 1.418 6.788 17.723 -0.028 0.001 -0.002
Si -1.424 -6.874 17.574 -0.002 0.004 -0.036
Si 1.402 -4.029 17.538 0.011 0.018 -0.046
Si 4.116 -1.312 17.704 -0.046 0.002 -0.012
Si -9.443 1.435 17.693 0.016 0.005 -0.051
Si 4.106 4.062 17.796 0.002 0.024 -0.016
Si -9.598 6.791 17.628 -0.014 -0.037 0.006
Si 4.084 -6.796 17.746 0.009 -0.01 -0.009
Si -9.584 -4.131 17.645 -0.005 -0.026 -0.019
Si -6.83 -1.43 17.637 -0.02 -0.035 -0.009
Si -4.037 1.42 17.655 -0.001 0.007 0.056
Si -6.801 4.041 17.689 0.007 -0.012 -0.068
Si -4.117 6.711 17.617 -0.044 0.018 -0.036
Si -6.817 9.535 17.649 0.003 0.009 0.065
Si -4.048 -4.025 17.619 0.018 0.016 -0.026
Si -0.038 0.016 19.236 -0.007 0.009 0.022
Si 2.654 2.662 19.055 0.024 0.039 0.017
Si 0.115 5.447 19.143 -0.025 -0.057 -0.014
Si 2.737 8.155 19.123 0.021 -0.011 -0.011
Si -0.013 -5.428 18.723 0.001 -0.009 -0.001
Si 2.711 -2.706 18.984 0.009 -0.024 0.022
Si 5.571 0.058 19.02 -0.05 -0.043 0.063
Si -8.1 2.731 19.161 0.02 0.02 0.026
Si 5.481 5.466 19.154 0.021 -0.026 0.004
Si -8.269 8.178 18.938 -0.004 -0.037 0.024
Si 5.426 -5.423 19.134 -0.017 0.013 0.011
Si -8.217 -2.833 18.992 0.044 0.017 0.052
Si -5.416 -0.034 18.868 0.022 0.035 0.003
Si -2.695 2.803 19.08 -0.054 0.009 0.108
Si -5.455 5.391 19.042 0.046 0.009 0.034
Si -2.785 -8.267 18.945 0.01 0.028 0.043
Si -5.397 -5.391 18.927 -0.036 -0.039 0.035
Si -2.721 -2.672 19.042 -0.035 0.012 -0.03
Si -1.447 1.45 20.565 0.053 0.02 0.029
Si 1.444 4.015 20.574 -0.002 0.028 0.042
Si -1.303 6.892 20.363 0.036 0.029 -0.002
Si -0.55 8.835 21.451 -0.157 0.12 -0.616
Si -1.306 -4.148 20.163 0.003 0.016 0.074
Si 1.374 -1.457 20.491 -0.026 -0.014 0.072
Si 4.037 1.277 20.325 -0.252 -0.415 -0.379
Si -9.125 4.452 20.482 -0.126 -0.098 -0.738
Si 4.111 6.81 20.548 -0.032 0.009 0.1
Si -9.532 9.491 20.464 -0.037 -0.019 0.048
Si 4.014 -4.035 20.446 -0.018 -0.021 0.097
Si 6.83 -1.415 20.38 0.018 0.019 0.01
Si -6.74 1.185 20.341 -0.027 -0.068 0.026
Si -4.213 3.985 20.499 -0.196 -0.335 -0.424
Si -6.978 6.726 20.232 0.29 0.359 -0.185
Si -4.157 -6.872 20.24 0.024 -0.04 -0.012
Si -6.807 -4.172 20.349 -0.007 0.03 -0.026
Si -4.12 -1.294 20.353 -0.015 -0.024 0.045
Si -3.275 0.451 21.726 0.016 0.007 0.064
Si -0.222 3.012 21.928 0.092 -0.224 -0.717
Si -6.488 5.701 24.595 -0.137 0.084 -0.057
Si 1.258 -6.679 20.203 0.068 -0.012 0.067
Si -2.344 -5.85 21.355 0.152 -0.357 -0.556
Si 0.379 -3.326 21.583 0.29 -0.107 -0.598
Si 3.285 -0.557 21.578 0.096 -0.28 -0.58
Si 4.479 4.569 24.457 -0.098 0.128 -0.141
Si 0.948 7.461 23.602 -0.007 0.063 0.011
Si 5.434 8.203 21.931 -0.021 0.039 -0.766
Si 2.14 -4.989 21.544 -0.07 0.265 -0.696
Si 5.025 -2.264 21.638 -0.233 0.095 -0.646
Si -7.594 -0.654 21.569 0.111 -0.123 -0.624
Si -5.059 2.114 21.676 0.079 0.058 -0.005
Si -6.1 2.792 23.675 0.351 -0.243 -0.463
Si -5.987 -7.792 21.465 -0.01 -0.008 -0.081
Si -7.646 -6.013 21.613 0.008 0.06 0.065
Si -5.862 -2.356 21.501 -0.275 0.171 -0.564
Si -5.628 -3.515 24.377 -0.036 -0.095 -0.149
Si -1.293 6.293 -3.711 -0.031 0.027 0.029
Si 1.402 0.395 26.682 0.058 -0.003 -0.011
Si 2.68 5.531 21.941 0.188 -0.227 -0.754
Si -2.151 5.563 22.079 0.224 0.23 -0.472
Si -0.283 -2.062 24.28 -0.046 -0.075 -0.085
Si 2.563 -0.844 24.4 0.1 0.011 -0.05
Si 2.041 2.792 -5.601 0.022 0.03 -0.07
Si 4.954 -2.551 24.71 0.056 0.018 -0.094
Si 3.582 4.825 27.449 0.024 -0.116 0.039
Si 1.552 5.66 -4.311 0.146 0.026 0.043
Si 3.172 -6.794 23.824 -0.012 -0.015 -0.27
Si -7.602 -5.802 23.972 0.07 -0.191 -0.723
Si -2.621 0.101 23.964 -0.114 0.022 -0.676
Si -9.415 -7.001 26.113 0.118 0.024 -0.142
Si 4.84 1.766 -5.25 0.058 -0.062 -0.028
Si -5.425 -7.877 23.711 -0.23 0.14 -0.587
Si -3.376 -5.623 24.178 -0.151 0.009 -0.106
Si -5.294 -7.44 -2.773 0.013 -0.075 0.034
Si 4.63 -7.949 -1.143 -0.013 -0.04 0.183
Si -6.729 -1.864 -0.851 0.239 -0.086 0.645
Si -7.909 4.682 -3.892 -0.047 0.08 0.029
Si -3.676 2.852 28.034 -0.117 0.077 -0.074
Si 1.352 -5.388 -2.762 -0.043 -0.106 0.074
Si -3.102 5.818 -6.185 -0.049 -0.077 0.027
Si -8.722 -4.14 -1.124 -0.077 0.002 0.01
Si -4.108 -3.335 -0.875 -0.191 -0.073 0.654
Si 0.943 -3.495 -0.33 0.287 -0.446 0.467
Si -1.473 -1.832 -0.491 -0.091 0.351 0.538
Si -9.466 -0.491 26.192 -0.047 -0.048 -0.071
Si 0.23 -2.454 27.25 0.029 0.023 -0.016
Si 0.253 0.266 -5.25 0.016 -0.01 0.04
Si -9.509 3.902 -6.082 0.084 0.12 0.181
Si -4.811 0.916 25.883 -0.026 -0.053 -0.115
Si -9.534 6.753 24.337 0.082 0.077 -0.094
Si 4.105 3.639 -0.679 0.153 -0.174 0.643
Si -9.99 -4.29 -3.797 -0.035 -0.105 -0.068
Si -4.315 6.724 -0.811 -0.253 0.219 0.611
Si 3.812 7.635 -5.162 -0.012 -0.037 -0.061
Si -9.027 7.219 -0.443 0.097 -0.308 0.637
Si -9.95 1.756 -0.784 0.025 0.098 0.75
Si 4.511 -5.236 26.168 -0.039 0.071 -0.12
Si -3.364 1.951 -1.49 0.074 -0.096 0.111
Si 0.564 -4.7 -5.786 0.041 0.102 0.052
Si -6.902 5.068 -1.256 -0.097 -0.01 0.227
Si -0.451 2.114 24.778 0.035 0.023 -0.102
Si -7.1 7.34 -4.932 -0.045 -0.037 0.104
Si 0.92 6.297 28.011 -0.082 0.063 0.058
Si -1.024 -7.189 -2.194 0.043 0.018 0.123
Si 2.628 6.148 -1.391 -0.024 0.008 0.128
Si -10.636 2.722 22.489 0.04 0.055 -0.121
Si -9.807 6.463 -4.693 -0.001 -0.017 -0.054
Si -1.966 -6.839 26.29 0.092 -0.019 0.118
Si 2.245 -2.121 -5.391 -0.026 -0.068 0.037
Si -8.614 1.03 23.732 0.157 -0.192 -0.082
Si -7.223 -6.636 -0.418 0.293 -0.273 0.506
Si -6.092 4.936 27.649 0.027 0.038 0.101
Si -2.458 -3.873 -5.738 0.063 -0.022 0.016
Si -2.071 4.711 -1.219 0.066 -0.067 0.105
Si -1.506 6.662 24.869 0.071 -0.084 -0.192
Si -6.573 -1.521 26.553 0.017 0.085 0.006
Si 3.097 -1.366 -0.321 0.383 -0.088 0.547
Si 4.154 -2.217 -3.109 -0.133 0.014 -0.067
Si -3.256 -5.278 -3.14 -0.058 0.004 0.006
Si -5.341 1.59 -3.946 0.098 0 -0.031
Si -5.054 3.33 -6.324 0.031 -0.107 -0.014
Si -10.52 0.209 -3.018 -0.046 -0.108 0.042
Si 4.161 -6.284 -3.479 0.023 0.038 -0.014
Si -1.296 4.422 26.717 -0.055 -0.081 0.033
Si 1.854 1.478 -0.685 -0.441 0.123 0.642
Si -0.631 0.481 -2.31 -0.004 -0.009 0.148
Si -7.78 0.545 -2.434 -0.099 -0.003 0.131
Si -1.372 1.365 9.511 0 -0.019 0.003
Si 1.349 4.075 9.52 -0.03 -0.01 0.002
Si -1.351 6.814 9.533 0.01 0.032 -0.001
Si 1.356 -6.793 9.526 0.023 0.023 0.01
Si -1.378 -4.083 9.513 -0.011 -0.019 -0.008
Si 1.364 -1.368 9.525 0.003 0.01 -0.009
Si 4.09 1.364 9.528 0.023 0.015 0.004
Si -9.504 4.075 9.517 0.022 0.016 0.008
Si 4.065 6.787 9.528 -0.026 -0.014 -0.003
Si 6.806 -6.793 9.51 0.007 0.011 -0.007
Si 4.071 -4.091 9.524 -0.016 -0.01 0.012
Si 6.793 -1.36 9.536 -0.011 -0.024 0.005
Si -6.805 1.346 9.528 -0.017 -0.004 -0.002
Si -4.072 4.095 9.529 0.01 0.008 -0.003
Si -6.794 6.788 9.501 -0.009 -0.021 0.009
Si -4.076 -6.802 9.517 -0.017 -0.022 0.003
Si -6.78 -4.075 9.52 0.018 0.019 0.003
Si -4.076 -1.358 9.499 0.018 0.005 0.004
Si -2.719 -0.003 10.867 -0.012 0.011 -0.003
Si -0.005 2.716 10.874 -0.002 0.017 -0.004
Si -2.71 5.448 10.89 0.006 0.002 0.007
Si 0.001 -8.152 10.895 -0.006 -0.02 0.002
Si -2.722 -5.442 10.886 0.006 0.005 0.004
Si -0.006 -2.726 10.876 0.002 -0.01 -0.001
Si 2.726 0.001 10.881 -0.001 -0.009 0
Si -10.871 2.724 10.886 -0.009 0.001 0
Si 2.713 5.427 10.886 0.005 -0.005 0.006
Si 5.439 -8.161 10.864 0.003 -0.001 0
Si 2.717 -5.443 10.89 0.002 -0.001 0.003
Si 5.428 -2.72 10.883 0.005 0.007 0.004
Si -8.165 -0.002 10.896 -0.001 -0.008 0.004
Si -5.443 2.723 10.871 0.005 0.001 -0.001
Si -8.149 5.432 10.875 0.001 0.003 0.005
Si -5.44 8.15 10.866 0.003 0.011 -0.005
Si -8.155 -5.436 10.868 0.003 0.005 -0.002
Si -5.431 -2.711 10.877 -0.015 -0.003 -0.002
Si -1.355 -1.352 12.235 0.001 0.007 0
Si 1.372 1.373 12.234 -0.012 -0.003 -0.01
Si -1.35 4.076 12.24 0.008 -0.012 0
Si 1.355 -9.533 12.239 0.001 0.019 0.002
Si -1.36 -6.793 12.257 0.002 0.005 0.001
Si 1.355 -4.08 12.243 0.005 -0.012 0
Si 4.077 -1.354 12.252 0.004 -0.006 0.003
Si -9.525 1.36 12.256 0.007 0.005 0
Si -12.239 4.077 12.248 -0.002 0.004 0.002
Si 6.793 -9.53 12.221 0.011 -0.006 -0.005
Si 4.081 -6.81 12.236 -0.016 0.01 0.004
Si 6.806 -4.074 12.225 -0.006 -0.002 0.001
Si -6.794 -1.36 12.243 0.007 0.002 0.007
Si -4.079 1.359 12.219 0.005 -0.01 0
Si -6.797 4.074 12.246 -0.001 0.003 0.006
Si -4.079 6.803 12.242 -0.014 0.007 0.002
Si -6.813 9.503 12.221 0.001 -0.009 -0.004
Si -4.082 -4.077 12.241 -0.003 0.003 0
Si 0.011 0.022 13.585 0.019 0.008 -0.005
Si 2.726 2.723 13.619 0.008 0.001 -0.005
Si 0.02 5.414 13.61 -0.016 -0.005 0.002
Si 2.713 -8.174 13.59 0.004 -0.02 0.005
Si 0.01 -5.437 13.618 0.01 0.012 0
Si 2.711 -2.715 13.602 -0.019 -0.002 0.001
Si 5.426 0.011 13.624 -0.021 -0.013 0.005
Si -8.16 2.715 13.611 -0.011 0.002 0.011
Si -10.882 5.445 13.6 0.014 0.012 -0.009
Si 8.146 -8.18 13.586 -0.015 0.004 -0.011
Si 5.449 -5.439 13.574 0.023 0.005 -0.001
Si 8.152 -2.71 13.596 0.019 0.001 0.003
Si -5.426 0.006 13.589 0.012 0.02 -0.01
Si -2.718 2.712 13.58 -0.013 -0.013 -0.015
Si -5.437 5.441 13.602 0.016 0.001 0.001
Si -2.719 8.156 13.609 0.017 0.007 0.004
Si -5.459 -5.454 13.573 -0.026 -0.011 -0.008
Si -2.72 -2.709 13.594 -0.002 -0.006 0.007
O -0.766 -6.01 1.449 -0.169 0.403 0.131
O 4.563 2.445 21.374 -0.21 0.502 -0.195
O -9.82 7.393 22.872 0.546 -0.181 -0.157
O -8.019 5.605 20.894 -0.066 -0.289 0.355
O -3.615 4.989 21.676 -0.438 0.138 0.391
O -5.478 6.932 24.291 0.308 -0.109 0.2
O -10.679 1.57 -3.864 0.263 0.655 0.143
O 3.604 -6.159 25.22 -0.089 -0.248 0.254
O 2.679 0.015 25.758 0.583 0.193 0.196
O 0.311 2.388 23.36 0.658 -0.278 0.214
O -1.188 4.273 22.358 0.225 0.188 0.371
O -2.251 6.446 23.441 -0.519 0.522 0.315
O 4.442 -7.259 22.921 0.087 0.513 0.032
O -0.105 -7.777 23.013 0.012 0.469 0.404
O -2.84 -5.136 22.744 0.013 0.318 0.058
O -0.268 -3.147 23.089 -0.112 -0.122 0.296
O 3.169 -0.029 23.147 0.173 0.513 0.174
O 5.062 3.163 23.907 -0.054 -0.206 0.623
O 3.4 5.073 23.344 0.146 0.058 0.277
O -6.569 7.774 -6.383 -0.289 0.198 -0.292
O -0.188 5.215 27.57 0.055 -0.156 0.253
O 2.384 -5.627 23.037 -0.251 0.213 0.302
O 1.886 1.425 27.8 -0.544 -0.071 0.01
O -9.759 7.876 25.476 -0.124 0.027 0.417
O -2.846 6.041 -0.719 0.406 0.247 -0.073
O -10.662 -1.414 25.618 -0.031 0.067 0.02
O -10.619 5.602 24.607 0.089 -0.173 0.096
O -2.109 -5.685 25.174 0.528 0.47 -0.122
O -9.09 -3.731 -5.007 0.406 -0.117 0.219
O -9.052 -4.791 -2.572 0.54 -0.46 -0.186
O 0.308 1.07 25.723 -0.2 -0.225 0.07
O 0.804 1.747 -5.591 -0.166 0.229 -0.333
O 1.771 6.064 -0.011 0.004 -0.295 -0.03
O 3.234 7.639 -1.489 -0.581 0.265 0.052
O -0.688 -0.991 -1.641 0.071 -0.376 -0.42
O -3.927 1.318 -0.112 -0.209 0.243 -0.098
O 4.415 -7 0.144 0.204 0.104 -0.105
O -7.667 -5.079 -0.335 0.208 0.346 0.138
O -4.446 -4.552 24.725 0.246 0.008 0.608
O -8.552 -7.551 -0.62 -0.169 0.271 -0.472
O -1.001 4.214 -0.112 0.168 0.314 -0.127
O -10.758 0.479 -1.429 -0.259 -0.392 0.19
O -0.797 -6.443 27.329 -0.038 0.289 0.066
O -1.858 -6.059 -2.983 0.318 0.189 -0.298
O -10.789 3.083 -1.26 0.108 0.341 -0.659
O 2.968 -2.73 -4.07 -0.088 -0.339 0.214
O -8.889 -6.045 24.916 -0.542 0.211 0.146
O -7.467 4.212 28.08 -0.026 -0.195 -0.363
O 0.906 -5.176 -4.29 -0.057 -0.149 -0.131
O -1.631 -7.279 -0.684 -0.57 0.09 0.02
O -7.928 6.328 -1.251 0.135 0.099 -0.554
O -5.462 -2.668 -1.492 -0.103 -0.156 -0.553
O 2.844 0.198 -0.609 0.296 0.169 -0.017
O 5.235 -5.385 -4.302 -0.167 0.042 -0.712
O 1.613 -2.015 -0.143 -0.392 0.251 0.047
O 1.275 -3.254 -6.021 -0.047 0.171 -0.338
O 0.715 1.252 -1.828 -0.041 -0.067 -0.455
O -5.438 2.125 25.004 -0.143 0.132 0.444
O -1.748 8.082 25.551 -0.094 0.123 0.265
O -8.425 3.536 -4.91 0.329 -0.651 0.143
O 0.032 6.11 -4.619 -0.203 0.052 -0.296
O -2.253 -2.314 -6.081 0.263 0.211 0.405
O 5.013 0.454 -6.168 0.129 0.276 -0.112
O -0.59 3.461 25.635 0.356 0.258 -0.169
O -0.159 -2.787 25.715 -0.204 -0.411 -0.055
O 0.732 7.819 27.465 0.041 0.014 -0.584
O 3.69 -2.149 -1.591 0.076 -0.529 0.073
O -7.841 -0.28 23.169 0.121 -0.424 0.818
O -5.395 5.622 -1.318 0.192 -0.326 -0.105
O -1.621 -1.159 24.189 -0.013 -0.231 0.201
O -4.299 7.884 -1.956 0.439 0.21 -0.02
O -3.167 3.544 -1.38 -0.448 0.284 -0.052
O 3.361 -2.237 24.618 -0.402 -0.364 -0.025
O 5.066 -7.023 -2.377 0.496 -0.028 -0.379
O 5.048 6.995 -4.337 -0.177 -0.288 0.592
O 3.65 -4.628 27.369 0.235 0.228 0.104
O -3.019 -4.112 -4.236 -0.209 0.624 0.219
O -5.932 -0.027 26.587 -0.271 0.198 0.423
O -3.914 1.631 27.009 0.468 -0.25 -0.073
O -8.703 7.651 -4.882 -0.179 0.688 -0.057
O 2.969 -5.517 -2.704 0.075 0.172 0.501
O -1.353 5.09 -2.616 0.395 -0.327 -0.124
O -8.076 -2.669 -1.273 -0.583 0.278 -0.494
O -10.793 -2.541 23.191 0.347 -0.248 0.202
O -7.192 4.155 -2.556 -0.009 -0.327 -0.181
O -8.146 -1.41 26.235 -0.36 -0.288 -0.166
O -9.259 5.518 -3.493 -0.309 -0.164 0.537
O -6.241 8.114 -3.817 0.055 0.141 0.085
O -4.02 -7.117 24.025 0.616 -0.457 0.024
O 3.38 -7.307 -4.45 -0.523 0.313 0.117
O -9.193 0.757 25.201 -0.054 0.576 0.341
O -10.557 7.231 -0.969 -0.228 -0.361 -0.181
O -7.1 4.163 0.064 0.127 -0.379 -0.234
O -10.86 -3.12 -3.143 0.284 0.123 0.392
O -8.479 1.688 -1.492 0.388 0.244 0.245
O -6.928 5.739 -4.668 0.644 -0.367 -0.459
O 3.831 4.342 25.92 -0.119 -0.227 0.145
O -2.099 5.534 25.864 -0.31 -0.149 0.022
O -8.981 -0.295 -3.155 0.111 -0.368 -0.214
O 1.444 6.514 22.388 -0.24 0.21 -0.481
O -6.578 -6.984 24.445 0.06 -0.115 0.659
O -6.461 -2.38 27.911 0.241 -0.369 -0.334
O -5.43 2.982 -4.781 -0.251 0.456 0.237
O 4.66 -0.764 -3.597 -0.053 0.117 -0.324
O -6.849 1.189 -3.564 -0.102 0.194 -0.547
O -2.93 -2.232 -1.083 -0.066 0.272 -0.378
O -3.905 -0.045 24.944 -0.373 -0.58 0.08
O -1.898 1.494 24.406 -0.32 0.325 -0.009
O 0.535 -6.687 -2.191 0.392 -0.396 0.102
O -1.932 1.3 -1.836 0.232 0.387 -0.047
O -5.307 -2.788 22.977 0.248 0.183 0.298
O 2.577 6.597 -5.158 -0.154 -0.045 -0.362
O 0.767 -0.93 27.35 0.212 -0.001 0.179
O -0.652 0.36 -3.914 -0.357 -0.027 -0.18
O -9.693 3.913 21.919 0.327 0.432 0.245
O -1.202 7.716 -2.948 0.102 0.184 0.037
O -3.713 -4.647 -1.727 -0.181 -0.405 -0.088
O 1.358 -3.447 27.82 0.035 0.114 -0.059
O -4.868 3.938 27.975 -0.086 0.177 0.165
O -7.659 2.324 23.716 -0.387 0.485 0.277
O -4.634 0.475 -4.886 0.127 -0.477 0.282
O 4.87 5.614 28.014 0.343 0.072 -0.534
O 0.121 6.553 24.662 0.1 -0.137 0.389
O 5.168 -4.011 25.344 0.554 -0.119 -0.315
O 1.764 5.847 -2.713 -0.384 0.018 0.108
O -8.022 6.182 24.378 0.078 -0.288 0.167
O -6.225 5.207 26.086 0.185 -0.233 -0.077
O -9.785 0.115 27.652 0.23 -0.281 0.044
O -6.128 4.418 23.671 -0.012 0.082 -0.698
O 3.841 5.091 -1.323 0.464 0.204 -0.258
O -4.406 -6.345 -3.567 0.022 0.13 -0.722
O -3.391 -6.917 27.035 -0.421 -0.166 -0.26
O -9.825 1.342 22.7 -0.139 -0.26 -0.05
O 1.016 -1.128 24.058 -0.149 0.204 -0.378
O -5.754 -2.368 25.474 0.344 0.429 0.273
O -6.239 -6.728 -1.687 -0.041 0.416 0.133
O 2.231 -8.069 24.178 0.051 -0.322 0.639
O -2.59 6.185 -4.686 -0.124 0.052 0.126
O 1.439 -0.794 -4.964 0.245 0.194 0.265
O 1.049 -4.105 -1.829 0.221 0.013 -0.427
O -10.875 3.074 -5.956 -0.35 0.141 -0.39
O -1.035 -4.598 -5.946 -0.061 -0.279 -0.313
O 0.049 7.859 0.824 -0.176 -0.175 -0.12
O -3.829 4.375 -6.27 0.474 -0.243 0.158
O -10.023 -4.005 -0.165 -0.219 -0.323 -0.456
O -6.857 -0.397 -1.509 0.334 0.201 0.246
O -9.841 5.496 -6.014 -0.081 0.281 -0.303
O 2.811 2.727 -1.102 0.007 -0.134 -0.397
O -10.676 -6.22 26.752 -0.098 0.008 0.649
O -8.43 -7.236 27.377 0.455 0.046 -0.077
O -4.463 1.701 -2.618 -0.188 -0.003 0.082
O 3.29 2.03 -4.933 -0.134 -0.023 0.214
O -2.277 3.588 27.69 0.191 -0.17 0.357
O -7.023 -4.329 24.317 -0.457 0.155 -0.108
O 1.727 4.12 -4.745 -0.12 -0.121 0.213
O -0.652 -3.201 -0.132 -0.268 -0.29 0.305
O 2.346 5.84 27.462 0.057 0.387 -0.454

Results
total energy: -107356.265 eV
total energy less fixed offsets of O -438.25, Si -107.07 eV per atom: -5.815 eV
